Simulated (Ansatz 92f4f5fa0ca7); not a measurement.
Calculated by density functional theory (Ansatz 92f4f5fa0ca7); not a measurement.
Periodic cell of 226 atoms, Si133O92B1, from a study of silicon, its oxide and their interface. The atomic structure is a simulated model.
Doubt: the cutoff is low for norm-conserving oxygen, so forces and energies are approximate.
Doubt: the program's own warning below bears on the result.

Settings: functional HSE06; potential files SPMS norm-conserving; basis plane waves; wave-function cutoff 800 eV; density cutoff ratio 4; exchange-correlation grid ratio 1; k mesh 1 x 1 x 1, Gamma-centred; occupations fixed; spin none; net charge -1 e, with a uniform compensating background and no finite-size correction.

Cell vectors (angstrom)
a  10.938  0  0
b  0  10.938  0
c  0  0  31.9494

Atoms: element, x, y, z (angstrom)
Si  10.6179  0.0059  24.4509
Si  5.0806  0.1266  24.704
Si  2.8215  2.2885  24.5634
Si  8.5559  2.4354  24.6017
Si  10.708  5.5929  24.3754
Si  5.1461  5.6097  24.4774
Si  2.9769  7.9433  24.4444
Si  8.4199  7.8337  24.4433
Si  1.289  1.1315  25.8735
Si  6.8114  1.3284  25.8069
Si  3.9783  4.008  25.7653
Si  9.6858  4.0206  25.8805
Si  1.3332  6.7921  25.7325
Si  6.8002  6.7215  25.7665
Si  3.9923  9.4671  25.982
Si  9.4816  9.4417  25.8343
Si  2.6315  -0.1389  27.3275
Si  8.1685  -0.0609  27.2032
Si  0.0746  2.657  27.2497
Si  5.418  2.7155  27.1696
Si  2.6611  5.3908  27.1661
Si  8.1862  5.3711  27.1556
Si  0.0115  8.1784  27.1878
Si  5.5089  8.1393  27.2012
Si  4.0287  1.342  28.571
Si  9.597  1.3005  28.5844
Si  1.4028  4.0193  28.6371
Si  6.8032  4.0578  28.544
Si  4.0786  6.7749  28.5115
Si  9.5557  6.7819  28.5043
Si  1.2713  9.5284  28.7023
Si  6.8221  9.5376  28.5828
Si  0.1184  0.1352  30.1023
Si  5.437  -0.015  29.9072
Si  2.6056  2.5596  30.0733
Si  8.1947  2.7031  29.8856
Si  -0.0201  5.4294  29.9004
Si  5.4355  5.4261  29.9057
Si  2.7345  8.1539  29.9196
Si  8.2409  8.195  29.8984
B  1.366  1.3702  31.2595
Si  6.8212  1.3655  31.262
Si  4.0637  4.0335  31.2652
Si  9.5958  4.0315  31.2696
Si  1.3545  6.8075  31.2753
Si  6.8287  6.8411  31.248
Si  4.0337  9.6082  31.2791
Si  9.6013  9.5964  31.2767
Si  2.579  0.1698  0.5143
Si  8.206  0.0136  0.6681
Si  0.1618  2.5894  0.5108
Si  5.4754  2.7474  0.7018
Si  2.7386  5.4504  0.6746
Si  8.2263  5.4713  0.6544
Si  0.0155  8.2199  0.701
Si  5.4583  8.2443  0.6717
Si  4.0508  1.3709  1.9975
Si  9.6483  1.3757  1.9661
Si  1.3387  4.0877  1.9881
Si  6.8459  4.1549  2.0322
Si  4.0925  6.8573  2.017
Si  9.5789  6.8432  2.0486
Si  1.3879  9.6683  1.9954
Si  6.8307  9.6283  2.0332
Si  0.0253  0.0415  3.4342
Si  5.4554  0.05  3.4033
Si  2.7188  2.7766  3.369
Si  8.2873  2.782  3.2894
Si  0.0327  5.4927  3.4221
Si  5.4744  5.5366  3.4053
Si  2.7387  8.2729  3.3457
Si  8.2401  8.29  3.365
Si  1.3778  1.4589  4.8084
Si  6.9132  1.4808  4.6644
Si  4.0611  4.1589  4.7262
Si  9.604  4.0827  4.7524
Si  1.3681  6.979  4.7785
Si  6.8409  6.9935  4.7094
Si  4.0952  9.5812  4.7632
Si  9.6233  9.5864  4.8087
Si  2.7601  0.0466  6.1114
Si  8.2902  0.1311  6.0517
Si  0.0272  2.8046  6.2754
Si  5.5275  2.8431  6.0249
Si  2.7548  5.6095  6.0966
Si  8.2588  5.6011  5.9314
Si  0.0542  8.3068  6.3274
Si  5.5034  8.3125  6.1968
Si  4.434  1.1932  7.2898
Si  9.8133  1.1579  7.5841
Si  1.1841  4.5168  7.4691
Si  6.6433  4.5476  7.2157
Si  4.3262  6.7129  7.5062
Si  9.7372  6.6207  7.4678
Si  1.2808  9.9449  7.6652
Si  6.7235  9.9791  7.3808
O  9.5653  1.236  24.0041
O  4.0937  6.798  23.9631
O  4.0221  1.2438  24.0588
O  9.5418  6.7061  23.9135
O  -0.022  5.5522  7.9979
O  5.5761  0.1388  7.8925
O  0.0645  0.0865  8.1186
O  5.5285  5.6114  7.8535
O  7.5864  3.9736  8.4293
O  8.7381  7.0612  8.7391
O  2.1772  9.4614  9.0195
O  8.8976  1.6878  8.8973
O  7.6175  9.4874  8.6909
O  3.6328  1.8441  8.5724
O  3.5939  7.2289  8.9269
O  2.0796  4.0312  8.7887
O  8.1217  3.4766  23.3796
O  0.4569  4.9324  22.9855
O  1.913  2.731  23.2526
O  5.8121  4.9047  23.1299
O  5.5374  10.0112  23.5203
O  2.4236  8.6731  23.0497
O  0.1773  10.0763  23.0992
O  7.792  8.5761  23.0881
Si  8.6577  7.7005  18.4552
Si  8.7913  6.3544  13.6295
Si  3.7973  1.5429  14.7183
Si  2.1357  5.7444  17.6403
Si  2.4149  3.1433  19.5165
Si  9.8149  9.0277  12.0707
Si  1.3198  9.4158  22.1106
Si  9.1769  0.9635  13.198
Si  1.427  5.0538  13.0231
Si  1.799  8.2543  12.7997
Si  6.6592  9.5617  22.453
Si  4.5278  4.6031  15.7069
Si  8.2122  3.0232  9.56
Si  0.8398  8.2479  19.2816
Si  6.9554  1.3515  21.101
Si  8.2287  8.3232  9.6468
Si  10.8948  5.1988  15.6098
Si  7.5701  9.495  16.3203
Si  9.9352  2.0641  20.3155
Si  3.2165  8.5155  9.8895
Si  6.693  3.3589  17.4219
Si  1.1675  0.2063  19.8286
Si  3.2438  2.8216  12.2761
Si  7.2132  5.4006  19.7096
Si  5.7527  8.6687  11.5293
Si  5.7926  6.0738  13.1969
Si  4.6368  9.712  17.6298
Si  1.0253  3.5999  22.2081
Si  4.9003  1.4892  18.8136
Si  3.2071  3.0998  9.4896
Si  6.4549  10.8137  13.7872
Si  10.3526  0.1176  15.9734
Si  5.6728  3.6598  11.1432
Si  9.8404  3.8947  11.8959
Si  2.3475  9.9248  15.5377
Si  6.0774  8.1362  19.8193
Si  6.9223  3.9695  22.4015
Si  9.7564  2.7772  17.3788
O  7.2018  6.3765  13.9764
O  1.8803  7.0574  18.6873
O  10.2954  4.0247  16.522
O  6.1696  9.9619  17.0558
O  10.1528  0.7091  14.4717
O  8.4438  6.1211  18.8798
O  5.1728  0.6833  14.424
O  5.715  2.0667  17.5314
O  8.3476  1.949  20.5489
O  1.998  4.2966  18.4169
O  6.9751  2.804  10.6348
O  4.8795  2.7112  12.2105
O  6.0292  4.3972  16.3495
O  4.5704  3.9356  9.9386
O  10.6918  2.7816  21.569
O  9.7286  6.1532  14.9669
O  6.0075  6.4996  19.8551
O  4.0853  0.1789  18.2803
O  9.2613  10.5498  12.281
O  2.8592  4.3619  12.6987
O  1.9109  10.6918  21.23
O  3.9945  2.7234  19.4004
O  0.735  10.045  15.9619
O  1.2749  9.8046  18.8505
O  1.7181  1.6606  19.2955
O  8.9436  10.3841  16.4932
O  4.8772  8.5934  18.801
O  9.5689  8.7586  10.4821
O  6.7376  4.1029  18.8652
O  2.8485  1.7258  13.3891
O  5.8325  8.786  21.2797
O  2.5533  2.4608  10.8529
O  7.6062  4.8494  21.1919
O  5.2207  7.4792  12.5494
O  0.4332  9.0656  12.4922
O  7.5859  1.053  13.5831
O  7.1075  9.6285  14.7482
O  8.9803  5.0264  12.6957
O  8.0924  8.0351  16.9221
O  6.208  2.5751  21.8967
O  2.458  9.066  14.1033
O  0.4253  4.4835  11.8678
O  0.807  8.3165  20.9484
O  9.3897  3.8289  10.3427
O  9.6573  2.3831  12.5314
O  7.6217  8.5722  19.4003
O  2.5539  8.1714  11.3531
O  3.9841  3.0595  15.3668
O  0.8491  4.4927  14.4423
O  10.0618  2.9999  18.9669
O  9.1514  7.7988  12.943
O  10.5147  0.5415  20.0922
O  6.0423  5.0406  11.9377
O  8.1541  2.7559  17.032
O  3.5303  5.4759  16.7288
O  4.664  9.1373  10.3854
O  1.5344  6.6757  13.1719
O  4.7649  5.4962  14.3447
O  2.0417  3.8589  20.9386
O  10.5436  1.4061  16.9588
O  0.9435  6.0649  16.5668
O  7.3469  10.9517  21.9353
O  5.9387  0.911  19.9186
O  6.0782  10.0239  12.4017
O  2.8467  0.549  15.5849
O  7.0562  8.0165  10.7614
O  10.2444  8.0171  18.6968
O  3.4514  9.2065  16.5756

Results
free energy: -56352.522 eV
free energy less fixed offsets of B -77.42, O -447.96, Si -113.29 eV per atom: 4.788 eV
gap between the highest filled and lowest empty level on this k mesh: 1.209 eV

The program warned: the cutoff lies below the one the program advises for these potential files; the model core charge is not resolved on the grid; the forces do not sum to zero within the program's tolerance; the exchange-correlation potential is rough where the density is thin.
